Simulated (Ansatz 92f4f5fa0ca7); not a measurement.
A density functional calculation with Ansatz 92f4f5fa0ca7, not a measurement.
Periodic cell of 237 atoms, Si146O90B1, from a study of silicon, its oxide and their interface. The atomic structure is a simulated model.
Doubt: the cutoff is far below the 930 eV that the study's wrapper takes by default for these files, so forces and energies are approximate.
This geometry differs little from another in the collection (a relaxation step or a small displacement).

Settings: functional PBE; potential files Ansatz PAW; basis plane waves; wave-function cutoff 580 eV; density cutoff ratio 5; exchange-correlation grid ratio 1; k mesh 1 x 1 x 1, Gamma-centred; self-consistency stop 5e-08 eV per atom in the density residual; occupations fixed; spin none; net charge -1 e, with a uniform compensating background and no finite-size correction.

Cell vectors (angstrom)
a	11.6015	0	0
b	0	10.938	0
c	0	0	32.0622

Atoms and the computed forces on them: element, x, y, z (angstrom), force x, y, z (eV/angstrom)
Si	-0.137	-0.004	23.3322	-0.0071	-0.019	-0.0559
Si	3.6223	0.2709	23.1498	0.0014	-0.0035	-0.023
Si	7.5428	-0.1488	23.4706	0.0102	-0.0192	-0.016
Si	1.7131	1.5458	23.6434	-0.0145	-0.0273	-0.0312
Si	5.7276	1.3919	23.2161	0.0075	0.0218	-0.0307
Si	9.4452	1.2046	23.3818	-0.006	0.0172	-0.0325
Si	0.161	5.2823	23.522	0.0128	-0.032	-0.0106
Si	4.0916	5.2268	23.461	-0.0033	-0.0469	-0.019
Si	8.0262	5.6049	23.6002	0.0117	-0.0244	-0.0246
Si	2.1531	6.5652	23.3982	0.0032	0.0201	-0.0286
Si	5.9422	6.7232	23.5195	-0.0017	0.0168	-0.0235
Si	10.0143	6.8512	23.666	-0.0013	0.0106	-0.0215
B	1.8721	2.6488	25.3682	0.2305	0.1959	-0.0763
Si	5.7705	2.6629	25.2607	0.0176	0.0243	0.0014
Si	9.6771	2.6836	25.262	-0.0068	0.0289	0.0052
Si	11.7955	3.8312	25.3702	-0.0459	-0.0098	-0.0459
Si	3.6797	3.7934	25.3143	-0.1815	-0.0594	-0.0149
Si	7.7422	4.0676	25.3688	-0.0044	-0.0269	-0.0077
Si	1.9666	8.1586	25.1974	-0.0024	-0.0066	-0.0007
Si	5.7565	8.1754	25.3606	-0.0064	-0.0039	-0.0026
Si	9.7052	8.2685	25.4684	0.0001	0.0031	-0.0084
Si	11.6286	9.5702	25.2831	0.0125	0.0071	0.0106
Si	3.8526	9.6086	25.0681	-0.0066	0.0027	0.0088
Si	7.6812	9.5097	25.4298	-0.0061	0.0082	-0.0081
Si	11.6827	0.0418	27.1896	0.0142	0.0012	-0.0009
Si	3.8435	0.0107	27.0828	-0.0039	0.0005	-0.0113
Si	7.7503	-0.0198	27.2959	-0.005	0.0055	-0.0015
Si	1.962	1.4785	27.0321	-0.013	-0.0741	0.0722
Si	5.8166	1.3122	27.1899	0.0008	0.0016	0.0033
Si	9.6908	1.3189	27.1969	0.0031	0.0041	0.0034
Si	11.6038	5.4031	27.1647	0.0098	0.0144	0.0164
Si	3.8186	5.3606	27.1461	-0.0106	0.0093	0.0072
Si	7.7044	5.458	27.2685	0.0011	-0.0017	0.0009
Si	1.9287	6.7964	27.159	0.0027	0.0022	0.0032
Si	5.7289	6.7622	27.24	-0.0148	-0.0055	0.0002
Si	9.6694	6.7751	27.2795	0.0153	-0.0051	0.0027
Si	1.9374	2.7018	29.0843	0.002	0.0151	0.0148
Si	5.7825	2.7213	29.1075	0.0052	-0.0044	0.0026
Si	9.6789	2.7259	29.1229	-0.0039	-0.0023	-0.0005
Si	0.0171	4.0914	29.1316	0.0011	0.0011	-0.0006
Si	3.8471	4.0869	29.14	-0.003	0.0034	-0.0054
Si	7.7266	4.0768	29.1757	-0.0009	0.0084	0.008
Si	1.934	8.1855	29.093	-0.0004	-0.0063	-0.0106
Si	5.766	8.1793	29.1395	-0.0056	0.0026	0.0098
Si	9.6879	8.1837	29.1817	-0.0015	0.0036	0.011
Si	0.0154	9.5737	29.1129	-0.0018	-0.0052	-0.0047
Si	3.8498	9.5795	29.0581	-0.0002	-0.008	-0.0077
Si	7.7285	9.5179	29.1838	0.0043	-0.0026	0.0104
Si	0.0001	-0.005	31.0652	-0.0032	0.0105	-0.0014
Si	3.8516	-0.0025	31.0284	0.0039	0.0152	-0.0006
Si	7.7249	-0.0072	31.0876	-0.0022	0.0024	-0.0043
Si	1.9253	1.3702	31.0461	-0.0029	-0.0071	-0.004
Si	5.7899	1.3596	31.0386	0.0015	-0.0001	0.0068
Si	9.6625	1.3563	31.0633	0.0004	-0.0053	0.0067
Si	0.0071	5.4652	31.0631	0.0027	0.0015	0.0083
Si	3.8624	5.4724	31.0692	-0.0014	0.0042	0.0039
Si	7.7348	5.4742	31.0971	-0.0018	-0.0022	0.0095
Si	1.9338	6.8436	31.0481	-0.0003	-0.005	-0.0004
Si	5.7913	6.837	31.0857	0.0008	0.0015	-0.0082
Si	9.68	6.8309	31.1197	-0.0025	-0.0031	-0.0085
Si	1.9277	2.7445	0.9348	0.0023	0.005	0.0043
Si	5.7931	2.7452	0.9025	-0.0028	0.002	-0.0047
Si	9.6611	2.7326	0.943	0.0013	0.0048	0.0032
Si	-0.0137	4.1063	0.9331	-0.0072	-0.0039	-0.0044
Si	3.8606	4.1154	0.9482	0.002	-0.0069	0.0017
Si	7.7344	4.1137	0.9737	0.0022	0.0003	0.0014
Si	1.9265	8.2145	0.9247	-0.0001	0.0026	-0.0048
Si	5.7909	8.2264	0.9426	0.0011	0.003	-0.003
Si	9.666	8.2207	0.9852	-0.0025	0.0051	0.0048
Si	-0.0042	9.5922	0.96	-0.0024	-0.0016	0.0059
Si	3.8542	9.5928	0.9317	-0.0004	-0.0053	0.0058
Si	7.7325	9.5797	0.9675	0.0028	-0.0025	0.0008
Si	11.6068	0.0363	2.9003	-0.0011	0	0.0009
Si	3.8526	0.0248	2.8887	-0.0009	0.0009	0.001
Si	7.7371	0.0248	2.8867	0.0002	-0.0001	0.0017
Si	1.9315	1.4061	2.8916	-0.0012	-0.0015	-0.0039
Si	5.8084	1.3715	2.8154	0.0003	-0.0029	-0.0008
Si	9.6574	1.39	2.9024	0.0009	-0.0009	-0.0025
Si	11.564	5.4987	2.8484	-0.0016	0.0021	-0.0005
Si	3.8733	5.495	2.8882	0.0011	0.0023	-0.003
Si	7.734	5.5139	2.9044	-0.0007	-0.0012	-0.0036
Si	1.9104	6.824	2.8396	0.0005	-0.0029	0.0029
Si	5.805	6.8632	2.8668	0.0002	-0.0031	0.0037
Si	9.6592	6.8994	2.9506	-0.0004	-0.0005	0.0017
Si	1.9116	2.8314	4.7996	-0.0012	0.0039	-0.0032
Si	5.8336	2.727	4.7287	-0.0009	0.0046	-0.0011
Si	9.5962	2.7968	4.8213	-0.0013	0.0028	-0.0041
Si	11.5394	4.1362	4.7662	0.0005	-0.0041	-0.0004
Si	3.9155	4.1024	4.8072	0.0003	-0.0038	-0.0036
Si	7.7148	4.2079	4.8727	-0.0004	-0.002	-0.0034
Si	1.8868	8.1479	4.7847	-0.0012	0.0058	-0.0016
Si	5.8053	8.2596	4.7721	-0.0008	0.0043	-0.0035
Si	9.6602	8.3206	4.8938	0.0004	0.0025	-0.0046
Si	11.6316	9.6562	4.8694	-0.0007	-0.0026	-0.0022
Si	3.816	9.4908	4.7695	-0.0005	-0.0027	-0.0013
Si	7.7207	9.6781	4.874	0.0002	-0.0033	-0.002
Si	11.5954	0.2307	6.7606	-0.0038	-0.0065	0.0163
Si	3.7551	-0.0522	6.6391	-0.0053	-0.0069	0.0182
Si	7.7093	0.0533	6.8965	-0.0012	-0.0085	0.0173
Si	2.0483	1.5045	6.7382	0.0058	0.0011	0.0161
Si	5.7126	1.2781	6.6036	-0.002	0.0058	0.0105
Si	9.6432	1.5207	6.8188	0.0031	0.0074	0.0178
Si	11.522	5.4986	6.686	-0.0022	-0.0067	0.0153
Si	3.9783	5.4306	6.7774	-0.0021	-0.0052	0.0153
Si	7.7323	5.6704	6.8181	-0.0049	-0.0079	0.0207
Si	1.9716	6.6443	6.6374	0.0008	0.0075	0.0149
Si	5.8068	6.978	6.7329	0.0026	0.0081	0.0157
Si	9.75	7.0417	6.8975	0.0043	0.0064	0.0158
O	9.9902	7.9775	8.2904	-0.0104	-0.0216	-0.0204
O	7.6511	9.9374	8.2182	0.0093	0.0191	-0.0182
O	7.3939	4.7398	8.1661	-0.0005	0.0166	-0.0284
O	3.3864	10.3501	8.199	-0.0003	0.0127	-0.0313
O	2.0281	7.5533	8.0184	0.0017	-0.015	-0.0297
O	4.0061	4.5828	8.2382	-0.0018	0.0155	-0.0146
O	9.7792	2.4479	8.2143	-0.0068	-0.0225	-0.0212
O	2.6174	2.3376	8.1059	-0.0132	-0.011	-0.0124
O	11.3843	4.5763	8.0647	0.0082	0.0159	-0.0174
O	5.3668	2.3636	7.8122	0.0102	-0.0146	-0.0136
O	5.8098	7.9791	8.0805	-0.0066	-0.0221	-0.02
O	11.3225	10.3145	8.1491	0.008	0.0215	-0.0197
O	11.3588	10.0952	21.8593	0.0051	0.0263	0.0344
O	3.17	10.7889	21.5626	-0.0082	0.0254	0.055
O	5.7738	7.6681	22.1457	0.0017	-0.025	0.0301
O	4.244	4.4544	21.9596	-0.0215	0.032	0.042
O	7.6395	9.6361	22.2365	0.0105	0.0246	0.0267
O	10.3613	7.6766	22.2627	-0.0115	-0.0214	0.0413
O	1.6184	2.5142	22.2682	0.0047	-0.0494	0.0577
O	5.9556	2.4218	21.8965	0.0019	-0.0339	0.0302
O	8.4276	4.6853	22.2667	-0.0013	0.0114	0.023
O	-0.0943	4.5155	22.0342	0.001	0.0122	0.0262
O	2.3462	7.3415	21.9423	0.0053	-0.0269	0.0501
O	9.1184	1.8631	21.8779	0.0044	-0.0199	0.0361
Si	1.9058	7.7836	9.5988	-0.0032	-0.0063	0.023
Si	5.0553	0.5758	17.7437	0.0135	0.0042	-0.0159
Si	2.5028	5.4335	14.0263	0.0044	-0.0011	-0.0077
Si	10.5745	3.8664	14.0666	-0.0026	-0.0037	-0.0009
Si	8.279	2.4017	15.2677	0.0016	0.0046	-0.0114
Si	9.5921	2.2669	20.3828	-0.0111	-0.0086	-0.0361
Si	10.504	3.6507	9.0648	0.0043	0.0013	0.0264
Si	0.0277	2.3215	11.5651	0.0033	-0.0054	0.0063
Si	11.0347	8.1307	15.4018	0.0081	-0.0002	-0.0041
Si	5.1731	6.946	13.999	-0.0058	0.0021	0.0013
Si	5.7532	2.6079	11.1119	0.0064	-0.0069	0.0094
Si	8.5832	7.7112	19.4699	-0.0027	-0.0004	-0.0258
Si	8.141	4.8549	20.6817	-0.0017	0.0042	-0.0219
Si	5.9459	9.5915	15.2524	-0.0021	-0.007	-0.0112
Si	2.0907	7.6337	20.3736	0.0048	-0.0189	-0.0407
Si	1.9321	4.8877	18.8283	-0.0013	0.0052	-0.0324
Si	4.5012	3.4396	18.0446	0.0078	0.0028	-0.0229
Si	8.5393	8.9332	16.8705	0.0052	0.0069	-0.0114
Si	0.8277	9.4842	13.2957	0.0022	0.0002	-0.002
Si	9.9081	10.6531	11.7161	0.0004	0.0067	0.0057
Si	5.3686	3.6972	21.0467	0.0088	0.0029	-0.0548
Si	0.6121	5.5178	16.2811	-0.0024	0.0042	-0.0143
Si	10.7784	9.1517	9.1334	0.0018	0.0026	0.0281
Si	6.5241	8.8592	21.3307	0.0021	-0.0081	-0.0445
Si	7.1207	7.1036	11.4854	-0.0016	-0.0016	0.01
Si	2.6713	0.7409	12.2071	-0.0049	0.0048	0.0065
Si	10.9083	8.6996	21.1286	-0.007	-0.0129	-0.048
Si	6.0295	4.3268	15.6437	0.0023	0.0001	-0.0096
Si	7.0939	0.4978	12.9867	0.0007	0.0006	0.0031
Si	4.063	2.9751	8.5781	0.0055	-0.0046	0.0235
Si	0.8829	6.7432	11.8965	-0.0053	0.0008	0.0041
Si	6.5681	9.0413	9.0695	-0.0015	-0.0024	0.0259
Si	0.6848	3.3206	21.2248	-0.0157	0.0084	-0.0567
Si	9.8057	6.5082	12.8984	0.0016	-0.0021	-0.0031
Si	7.7123	4.5329	9.7458	-0.0034	-0.0015	0.0211
Si	3.9357	10.0999	20.2879	0.0135	-0.0062	-0.0497
Si	4.2684	3.0413	13.5254	-0.0065	0.0014	-0.0036
Si	3.8528	10.0115	9.7287	0.0004	0.0022	0.0212
Si	8.0821	0.8022	18.0608	-0.0079	-0.0048	-0.0183
O	11.5045	3.2249	12.9047	0.002	-0.0029	-0.0044
O	9.3371	4.4724	9.8774	0.0047	-0.0031	-0.0035
O	8.8928	3.6545	19.9001	-0.0023	0.0072	0.0143
O	4.0525	-0.0443	18.8658	-0.0134	-0.0186	0.0297
O	11.3583	4.5387	15.3143	0.0036	0.0021	0.0018
O	9.8542	9.8005	10.318	0.0058	-0.0113	-0.0149
O	3.7592	1.5409	13.1309	0.0001	-0.0032	-0.0007
O	0.6571	9.0619	14.8613	-0.0029	-0.001	-0.0015
O	6.5002	0.9601	18.4284	0.0058	-0.0007	-0.0011
O	4.7726	3.1642	19.6261	0.0069	0.0018	0.0392
O	6.2453	1.1733	11.7528	-0.003	0.0049	0.0014
O	0.5307	8.6223	9.8653	-0.0062	0.0021	-0.0047
O	5.6328	4.323	17.2325	-0.008	-0.0037	0.0101
O	8.4495	7.1973	12.3954	-0.006	0.0008	-0.0006
O	4.4125	2.6294	10.1454	-0.0115	0.0039	-0.0172
O	2.095	5.6456	15.5871	-0.0033	-0.0023	0.0047
O	3.3714	0.0687	10.9083	0.008	-0.0108	-0.0121
O	5.896	7.2255	12.5548	0.0058	0.0002	-0.003
O	2.3058	6.3657	19.3806	-0.0043	0.0268	0.0252
O	0.6672	4.9323	17.7917	0.0138	-0.0063	0.0219
O	8.413	10.6897	12.368	0.0045	-0.002	0.0017
O	5.4732	10.0569	9.7141	0.0044	-0.0035	-0.0031
O	0.5643	8.1643	20.2358	-0.0097	0.0044	0.0081
O	9.7808	2.6197	14.722	-0.0026	-0.0005	0.0016
O	1.9958	10.5982	13.2142	0.0038	0.0024	-0.0004
O	9.9623	9.1002	16.1138	-0.0128	0.0017	0.0066
O	6.1833	10.3725	13.83	0.0031	0.0037	0.0016
O	7.4901	1.6343	14.0763	0.0003	-0.0032	0.0015
O	1.6568	3.9207	20.08	-0.0208	-0.0152	0.0303
O	5.8963	5.7901	14.9195	0.002	-0.0025	0.0014
O	7.355	8.9372	15.7604	0.0066	-0.0001	0.0051
O	1.5063	1.6779	11.5965	-0.0012	0.0011	0.0031
O	7.2036	8.2752	10.357	-0.0043	0.0114	-0.0131
O	4.3566	1.9836	17.3033	0.0024	0.0021	0.0028
O	7.0392	3.1538	10.2811	0.0064	0.0065	-0.0022
O	11.5687	7.005	16.4351	0.0019	-0.0038	0.0003
O	8.3514	10.169	17.8707	0.0027	0.0081	-0.0043
O	3.252	8.5423	10.1003	0.0008	0.0025	0
O	7.5821	3.8528	15.5227	-0.0014	0.0013	-0.0006
O	3.1374	4.2917	17.9262	-0.0093	0.0027	0.0094
O	2.9178	3.9093	13.6872	0.0014	0.0003	0.0026
O	1.3345	8.2091	12.4366	0.0018	-0.0041	-0.0013
O	1.2169	5.6893	13.0745	-0.0012	0.0029	0.0013
O	5.004	8.3138	14.8757	0.0043	0.0029	0.0006
O	11.2172	2.3767	20.4147	0.0205	0.0131	0.0204
O	10.9763	9.9912	12.752	-0.0053	0.0012	-0.0008
O	5.2954	3.5719	12.3584	0.0039	-0.0021	-0.0037
O	5.0888	3.1942	14.9176	0.0018	0.0023	0.0036
O	6.5155	4.77	20.5576	0.0086	-0.0076	0.006
O	8.3663	1.5672	16.651	-0.0035	-0.0148	0.0219
O	10.4074	1.2438	11.4569	-0.0003	0.0006	0.0033
O	10.8779	6.6053	11.6645	0.0022	0.001	0.0027
O	3.1888	8.7216	19.8812	-0.0062	0.0005	0.0045
O	1.7168	6.4382	10.5211	0.0049	0.0065	-0.0075
O	7.1376	8.2498	19.9638	-0.0109	0.0099	0.0233
O	8.5541	7.6099	17.8292	0	-0.0056	0.0238
O	3.6772	6.4592	13.6168	0.0008	0.0004	0.0023
O	9.5746	4.9628	13.3684	0.0009	0.0021	0.0023
O	5.4508	9.9587	20.8458	-0.001	0.0001	0.0125
O	10.3337	7.3739	14.1526	-0.0004	0.0013	0.0006
O	8.7702	6.2124	20.0583	-0.0052	-0.0126	0.0037
O	7.0697	5.6992	10.6723	0.0039	-0.0093	-0.0058
O	5.2785	10.5342	16.4259	-0.0051	0.0112	0.0124
O	9.0943	1.2116	19.2513	0.0164	0.0221	0.0208
O	11.5685	3.1715	10.1864	-0.0089	0.009	-0.0142
O	9.7204	8.7567	20.0025	0.0181	0.0077	0.0173

Results
free energy: -144147.036 eV
free energy less fixed offsets of B -154.04, O -568.88, Si -635.61 eV per atom: 5.264 eV

The program warned: the cutoff lies below the one the program advises for these potential files; the exchange-correlation potential is rough where the density is thin.
